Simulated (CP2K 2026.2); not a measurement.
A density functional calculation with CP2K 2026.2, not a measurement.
Periodic cell of 504 atoms, Si360O144, from a study of silicon, its oxide and their interface. The atomic structure is a simulated model.
Doubt: the forces sum to 3.42 eV/angstrom along one axis rather than to zero, so they err by at least 0.0068 eV/angstrom per atom on average; the grid cutoff is modest.

Settings
functional: PBE
method: Gaussian and plane waves
basis set: DZVP-MOLOPT-SR-GTH
pseudopotentials: GTH-PBE
grid cutoff: 300 Ry, relative cutoff 40 Ry
k points: Gamma only
occupations: fixed
spin: none
net charge: 0

Cell vectors (angstrom)
a	16.32	0	0
b	0	16.32	0
c	3.6959	-5.0318	33.664

Atoms and the computed forces on them: element, x, y, z (angstrom), force x, y, z (eV/angstrom)
Si	0.953	-1.078	0.021	0.254	-0.085	0.766
Si	3.915	1.694	0.164	0.038	-0.231	0.7
Si	1.607	3.751	0.248	-0.067	0.125	0.808
Si	3.813	6.887	0.007	0.265	-0.117	0.678
Si	1.657	-7.111	0.06	-0.152	0.201	0.751
Si	4.324	-4.248	-0.071	-0.153	0.156	0.73
Si	7.101	-1.538	-0.023	-0.171	0.116	0.684
Si	9.433	1.572	0.037	0.1	-0.195	0.716
Si	7.203	3.805	-0.01	-0.27	0.114	0.729
Si	9.719	6.476	0.141	0.005	0.212	0.712
Si	6.435	9.762	0.08	0.174	-0.056	0.772
Si	-7.076	-3.799	0.108	0.016	-0.12	0.707
Si	-3.902	-1.642	0.006	-0.108	0.172	0.77
Si	-1.19	1.208	0.11	-0.176	0.128	0.743
Si	-4.328	4.365	0.081	0.183	-0.103	0.788
Si	-1.567	7.073	0.182	0.048	-0.136	0.75
Si	-3.762	-7.063	0.101	-0.197	0.08	0.722
Si	-1.65	-3.869	-0.095	0.205	-0.13	0.684
Si	2.698	-0.012	1.256	-0.021	-0.001	-0.07
Si	5.52	2.823	1.392	0.031	-0.004	-0.036
Si	2.731	5.403	1.449	-0.01	-0.016	-0.038
Si	5.368	8.107	1.336	-0.007	0.005	-0.035
Si	2.747	-5.419	1.272	0.022	-0.016	-0.062
Si	5.483	-2.697	1.275	0.006	-0.006	-0.07
Si	8.244	-0.002	1.332	0.008	0.016	-0.027
Si	-5.417	2.759	1.407	-0.007	0.025	-0.057
Si	8.203	5.341	1.465	-0.007	0.003	-0.058
Si	-5.429	8.135	1.332	0.002	0.006	-0.042
Si	8.076	-5.418	1.341	0.006	-0.006	-0.038
Si	-5.458	-2.714	1.406	0.002	-0.009	-0.037
Si	-2.766	-0.03	1.326	0.005	-0.024	-0.049
Si	-0.004	2.658	1.508	-0.001	-0.011	-0.049
Si	-2.748	5.479	1.419	-0.013	0.011	-0.049
Si	0.032	8.205	1.436	0.001	-0.008	-0.051
Si	-2.673	-5.433	1.36	-0.006	0.001	-0.047
Si	-0.094	-2.725	1.312	-0.01	0.004	-0.084
Si	1.391	1.281	2.778	0.002	-0.013	0.038
Si	4.164	4.13	2.793	-0.023	-0.024	0.027
Si	1.34	6.772	2.768	0.005	0.007	0.024
Si	4.045	9.511	2.712	0.005	0.013	0.024
Si	1.347	-4.071	2.625	-0.002	-0.002	-0.009
Si	4.072	-1.364	2.617	0.016	0.016	0.017
Si	6.824	1.34	2.69	0.003	0.007	0.009
Si	9.543	4.03	2.844	0.018	0.007	0.037
Si	6.795	6.787	2.687	0.003	0.01	-0.009
Si	9.5	-6.796	2.645	-0.001	0.01	0.011
Si	6.774	-4.049	2.731	-0.007	-0.009	0.033
Si	-6.759	-1.318	2.762	-0.002	0	0.022
Si	-4.071	1.354	2.711	0.007	-0.009	0.001
Si	-1.378	4.091	2.748	-0.001	0.015	0.017
Si	-4.102	6.825	2.789	0.003	-0.014	0.03
Si	-1.302	-6.726	2.767	-0.016	-0.016	0.033
Si	-4.102	-4.125	2.715	-0.008	0	0.025
Si	-1.414	-1.381	2.729	0.009	0.014	0.031
Si	-0.011	-0.052	4.103	0.006	-0.015	-0.014
Si	2.76	2.708	4.079	-0.003	0.006	-0.017
Si	-0.017	5.429	4.119	0.003	0.012	0.007
Si	2.7	8.165	4.097	-0.003	0.025	-0.016
Si	0.044	-5.384	4.099	-0.001	0.001	0.014
Si	2.719	-2.724	4.002	-0.003	-0.004	-0.002
Si	5.427	-0.013	4.024	0.01	-0.003	-0.009
Si	8.153	2.667	4.13	0.002	0.009	-0.018
Si	5.477	5.486	4.141	-0.007	0.008	0.01
Si	8.16	-8.159	4.033	0.006	-0.012	0.002
Si	5.422	-5.443	4.067	0.007	-0.021	-0.01
Si	8.164	-2.702	4.074	0.006	-0.015	-0.01
Si	-5.42	0.03	4.118	-0.014	0.001	0
Si	-2.72	2.708	4.089	-0.005	-0.002	-0.017
Si	-5.433	5.443	4.149	-0.003	-0.007	-0.004
Si	-2.699	8.197	4.089	-0.009	0.002	-0.019
Si	-5.469	-5.468	4.06	0.011	-0.004	0.008
Si	-2.757	-2.741	4.085	0.002	0.014	-0.012
Si	1.34	-1.363	16.302	0.005	-0.006	-0.009
Si	4.058	1.352	16.274	0.002	-0.008	-0.019
Si	1.356	4.088	16.313	0.004	-0.007	-0.006
Si	4.114	6.795	16.32	-0.01	0.002	-0.007
Si	1.384	-6.772	16.301	0.008	-0.002	-0.013
Si	4.078	-4.088	16.299	0.002	0.002	-0.008
Si	6.798	-1.351	16.316	-0.002	0	-0.002
Si	-6.816	1.365	16.318	0.005	0.004	-0.007
Si	6.814	4.111	16.334	0.023	0.001	-0.002
Si	-6.776	6.812	16.328	-0.004	0.002	-0.008
Si	6.824	-6.798	16.321	-0.002	0.011	-0.008
Si	-6.802	-4.107	16.309	-0.014	-0.002	-0.014
Si	-4.093	-1.377	16.305	0.009	-0.004	0
Si	-1.364	1.367	16.315	-0.006	-0.001	-0.006
Si	-4.081	4.085	16.34	-0.005	-0.007	-0.003
Si	-1.376	6.805	16.33	-0.006	0.002	-0.008
Si	-4.083	9.502	16.37	-0.01	0.006	-0.007
Si	-1.366	-4.102	16.305	0.007	-0.013	-0.006
Si	2.677	0.027	17.644	-0.013	0.002	0.016
Si	5.431	2.697	17.611	-0.02	0.01	-0.006
Si	2.76	5.414	17.659	-0.007	0.004	0.004
Si	5.46	8.178	17.68	0.023	-0.008	-0.009
Si	2.734	-5.423	17.698	0.002	-0.002	0.006
Si	5.435	-2.732	17.642	0.006	-0.005	0.007
Si	8.156	0.005	17.693	-0.003	-0.003	0.004
Si	-5.465	2.725	17.678	-0.011	-0.004	0.009
Si	8.168	5.507	17.701	-0.008	-0.012	0
Si	-5.428	8.124	17.754	-0.01	-0.002	-0.011
Si	8.213	-5.487	17.7	0.01	0	0.012
Si	-5.47	-2.733	17.657	-0.004	-0.013	0.002
Si	-2.73	-0.012	17.645	-0.011	0.002	0.015
Si	-0.017	2.743	17.678	0.018	-0.001	-0.008
Si	-2.731	5.449	17.719	0.002	0.002	-0.001
Si	0.004	-8.119	17.623	0.016	0.01	-0.005
Si	-2.712	-5.441	17.701	0.002	-0.006	0.021
Si	0.01	-2.765	17.652	0.013	0.012	-0.004
Si	1.352	1.412	19.04	0.007	0.002	-0.008
Si	4.114	4.013	19.013	-0.012	-0.006	-0.001
Si	1.389	6.84	18.919	0.003	0.006	-0.037
Si	4.115	-6.781	19.042	-0.012	0.008	-0.014
Si	1.36	-4.085	19.073	-0.005	0.005	-0.014
Si	4.011	-1.383	18.949	0.006	-0.01	-0.041
Si	6.75	1.367	19.009	0.01	-0.01	-0.006
Si	-6.803	4.129	19.036	0.029	-0.005	-0.033
Si	6.828	6.89	19.089	0.021	0.015	-0.026
Si	-6.789	9.454	19.143	-0.023	-0.004	-0.014
Si	6.841	-4.085	18.975	-0.013	0.018	-0.045
Si	9.509	-1.382	19.04	-0.004	-0.001	-0.015
Si	-4.126	1.313	19.004	-0.009	0.005	-0.041
Si	-1.382	4.078	19.065	0.011	-0.026	-0.019
Si	-4.052	6.787	19.147	-0.013	0.009	0
Si	-1.302	-6.778	19.05	0.005	-0.014	-0.024
Si	-4.131	-4.09	19.022	-0.007	-0.02	-0.015
Si	-1.356	-1.397	18.962	-0.006	0	-0.023
Si	-0.028	-0.015	20.306	0.007	-0.001	0.037
Si	2.765	2.704	20.457	-0.003	-0.034	0.039
Si	0.059	5.488	20.282	-0.006	-0.007	0.069
Si	2.718	8.175	20.334	-0.005	-0.007	0.037
Si	0.027	-5.415	20.48	0.018	0.029	0.041
Si	2.681	-2.682	20.409	-0.015	0.009	0.045
Si	5.383	-0.057	20.286	0.016	-0.011	0.081
Si	8.062	2.793	20.327	0.003	0.018	0.054
Si	5.469	5.43	20.304	0.01	0.001	0.046
Si	8.137	8.191	20.623	-0.006	0.03	0.05
Si	5.507	-5.419	20.357	0.012	0.005	0.07
Si	8.171	-2.75	20.389	-0.021	-0.006	0.047
Si	-5.477	-0.047	20.422	0.009	0.009	0.037
Si	-2.779	2.676	20.365	-0.01	0.003	0.093
Si	-5.43	5.422	20.506	-0.024	-0.012	0.059
Si	-2.609	-8.17	20.438	0.004	0.007	0.081
Si	-5.374	-5.512	20.453	0.021	0.002	0.056
Si	-2.782	-2.683	20.312	0	0.032	0.029
Si	1.502	-1.086	21.71	-0.12	-0.267	-0.679
Si	3.865	1.004	21.704	0.097	0.25	-0.733
Si	1.629	4.413	21.608	-0.011	-0.205	-0.674
Si	3.894	6.579	21.553	0.084	0.109	-0.664
Si	1.215	-7.036	21.747	0.113	0.268	-0.706
Si	4.333	-3.844	21.594	-0.213	-0.086	-0.757
Si	6.495	-1.627	21.605	0.24	0.063	-0.831
Si	-6.753	1.56	21.556	-0.101	-0.271	-0.741
Si	7.014	4.387	21.727	-0.142	-0.163	-0.721
Si	-6.995	6.548	21.865	0.108	0.217	-0.704
Si	7.026	-6.396	21.884	-0.151	-0.358	-0.76
Si	9.379	-4.305	21.686	0.109	0.195	-0.725
Si	-3.864	-1.167	21.756	-0.24	-0.127	-0.709
Si	-1.645	1.052	21.595	0.087	0.078	-0.728
Si	-4.412	3.671	21.731	0.238	0.32	-0.806
Si	-0.972	7.011	21.718	-0.217	-0.097	-0.786
Si	-3.662	-6.549	21.757	-0.26	-0.143	-0.748
Si	-1.618	-4.17	21.645	0.292	0.076	-0.69
Si	5.616	2.062	-4.289	0.003	0.008	0.06
Si	6.133	-2.553	-4.718	0.021	-0.02	0.003
Si	1.485	-6.575	-2.952	-0.07	-0.04	0.122
Si	0.184	-2.927	23.707	-0.065	0.076	0.02
Si	2.406	-5.051	23.656	0.059	-0.06	-0.01
Si	4.73	5.481	-7.065	0.1	0.122	-0.033
Si	6.923	4.576	-3.062	-0.029	-0.049	0.164
Si	-0.317	5.741	-6.516	-0.072	0.007	0.048
Si	-2.45	3.11	-2.097	0.035	-0.03	0.197
Si	-1.099	1.774	24.489	0.038	-0.118	-0.142
Si	4.349	6.224	-3.024	-0.051	-0.022	0.142
Si	3.354	3.959	-4.767	-0.089	0.041	0.098
Si	4.599	7.048	24.418	0.085	-0.016	-0.135
Si	-8.022	-8.02	-1.861	0.037	-0.048	0.048
Si	-5.741	4.86	-7.244	0.021	0.012	-0.055
Si	3.932	-4.666	26.194	0.01	0.08	0.051
Si	-2.123	7.649	-5.137	0.022	-0.043	-0.083
Si	-6.724	-4.78	-4.245	-0.087	-0.043	0.018
Si	-5.729	-5.83	-1.829	0.054	-0.002	0.19
Si	-0.177	5.183	-1.905	-0.12	-0.025	0.176
Si	-5.104	7.304	-5.33	-0.009	0.063	-0.044
Si	-2.382	-5.572	-5.398	0.048	-0.084	0.133
Si	4.387	-7.865	-6.894	-0.049	-0.057	0.049
Si	0.445	7.017	-4.063	-0.106	0.099	-0.015
Si	-5.295	-6.072	-6.418	0.12	-0.025	0.007
Si	-6.904	-0.201	-6.873	0.061	-0.022	-0.005
Si	-3.817	3.235	24.712	-0.066	-0.107	-0.217
Si	6.686	1.172	-7.118	-0.034	-0.02	-0.063
Si	-7.406	-6.516	26.167	0.075	-0.04	-0.009
Si	4.268	-7.002	-3.947	0.022	-0.085	0.005
Si	1.787	6.328	25.499	-0.018	-0.123	-0.031
Si	3.786	-2.426	-2.613	-0.059	-0.038	0.048
Si	5.933	4.198	24.641	-0.033	0.011	-0.237
Si	-5.745	-2.403	23.832	0.061	-0.092	-0.1
Si	-4.617	1.947	-7.047	-0.027	0.013	-0.036
Si	-8.058	-0.218	23.672	0.032	-0.009	-0.104
Si	7.805	6.052	-7.222	0.061	0.079	0.006
Si	6.033	-6.634	24.935	0.02	0.012	-0.233
Si	-3.343	1.167	-4.243	-0.012	-0.06	0.075
Si	3.995	1.907	24.496	0.086	-0.013	-0.094
Si	-7.195	-1.718	-4.226	-0.094	0.048	-0.025
Si	-0.722	-4.459	-3.079	-0.01	-0.002	0.211
Si	6.796	-5.485	-4.481	-0.105	0.098	0.101
Si	-5.983	7.31	24.827	-0.074	-0.037	-0.119
Si	-5.502	-0.097	-2.265	0.068	0.038	0.079
Si	-0.462	0.316	-4.594	0.01	0.031	-0.006
Si	-3.424	-7.584	24.691	0.064	0.051	-0.145
Si	5.284	0.053	-2.02	0.014	-0.007	0.104
Si	-1.116	6.764	24.654	-0.055	-0.069	-0.033
Si	-7.763	6.738	-4.275	-0.042	-0.092	-0.062
Si	0.498	2.88	-5.799	0.014	-0.108	-0.062
Si	0.971	-1.906	-2.988	-0.017	0.015	0.008
Si	6.938	-6.55	-7.275	-0.028	0.131	-0.14
Si	1.304	3.446	24.387	-0.057	0.1	-0.041
Si	1.37	-1.398	5.429	-0.001	0.002	0.006
Si	4.102	1.344	5.433	-0.002	-0.004	0.003
Si	1.375	4.063	5.437	0.004	-0.007	0.001
Si	4.081	6.828	5.462	0.005	0.012	0.015
Si	1.362	9.536	5.454	0	-0.012	0.02
Si	4.06	-4.077	5.409	-0.017	-0.004	-0.001
Si	6.785	-1.356	5.419	0.004	0.015	-0.004
Si	9.524	1.347	5.489	-0.003	0.004	0.015
Si	6.813	4.074	5.464	0.008	-0.007	0.009
Si	9.502	6.815	5.448	-0.001	0.008	0.005
Si	6.803	-6.799	5.413	0	0.004	-0.001
Si	9.515	-4.082	5.424	-0.002	0.007	0.002
Si	-4.082	-1.363	5.455	0.004	-0.003	0.011
Si	-1.353	1.349	5.443	0.005	-0.006	0.001
Si	-4.069	4.066	5.471	0.004	0.001	0.002
Si	-1.364	6.814	5.456	-0.002	0	0.005
Si	-4.088	-6.793	5.44	-0.004	-0.002	0.004
Si	-1.359	-4.061	5.445	0	-0.001	0.01
Si	2.724	-0.014	6.783	0.003	-0.01	-0.004
Si	5.442	2.712	6.808	0.001	0.007	-0.004
Si	2.723	5.44	6.798	0	0.006	-0.004
Si	5.45	-8.141	6.806	-0.009	0.001	0.001
Si	2.725	-5.429	6.804	-0.001	-0.004	0.002
Si	5.427	-2.722	6.776	0.003	-0.003	-0.009
Si	8.146	-0.018	6.811	0.004	0.004	0.001
Si	10.882	2.72	6.83	-0.01	-0.003	0
Si	8.164	5.443	6.817	-0.001	-0.005	-0.001
Si	10.877	-8.155	6.802	0.001	-0.004	-0.001
Si	8.156	-5.441	6.785	0.01	-0.005	-0.007
Si	10.871	-2.726	6.8	-0.006	0.005	-0.001
Si	-2.715	-0.004	6.808	-0.003	-0.004	0
Si	0.009	2.711	6.8	0.003	-0.001	-0.004
Si	-2.712	5.44	6.815	0.001	-0.004	-0.003
Si	0	8.171	6.809	-0.003	0.013	0.001
Si	-2.721	-5.433	6.795	0.001	0.001	0
Si	0.005	-2.724	6.814	0.004	-0.002	-0.002
Si	1.367	1.349	8.153	-0.002	0.004	-0.001
Si	4.079	4.077	8.16	-0.001	-0.008	-0.005
Si	1.363	6.803	8.159	0.001	0	-0.006
Si	4.088	-6.787	8.164	0.009	0.01	-0.003
Si	1.359	-4.086	8.17	-0.008	-0.007	-0.006
Si	4.079	-1.366	8.153	-0.004	-0.001	-0.006
Si	6.801	1.357	8.169	0.009	0.001	-0.006
Si	9.525	4.087	8.178	0.009	0.004	0.001
Si	6.797	6.804	8.165	-0.002	0.002	-0.008
Si	9.518	-6.793	8.156	0.001	0.003	-0.002
Si	6.792	-4.079	8.142	-0.001	-0.001	0
Si	9.511	-1.373	8.165	-0.013	-0.011	-0.003
Si	-4.077	1.351	8.173	0.001	0.005	-0.007
Si	-1.348	4.077	8.163	0.003	0.004	-0.005
Si	-4.083	6.8	8.162	-0.006	-0.008	0.003
Si	-1.366	-6.795	8.163	-0.007	-0.013	0
Si	-4.08	-4.077	8.159	0.004	0.011	-0.005
Si	-1.353	-1.357	8.168	0.01	0.007	-0.001
Si	0.004	0.004	9.523	0	-0.002	-0.001
Si	2.718	2.717	9.516	-0.001	0.002	-0.001
Si	0.006	5.442	9.521	0	-0.001	0.001
Si	2.725	-8.156	9.517	0.003	-0.001	-0.001
Si	-0.002	-5.443	9.526	0.006	0.007	-0.002
Si	2.721	-2.721	9.519	-0.006	-0.004	-0.001
Si	5.435	-0.004	9.519	0.007	0.005	-0.004
Si	8.161	2.719	9.527	-0.007	0.001	-0.001
Si	5.438	5.44	9.52	-0.001	-0.001	-0.002
Si	8.163	-8.156	9.518	0.002	-0.007	0.002
Si	5.446	-5.433	9.521	-0.009	-0.005	-0.002
Si	8.151	-2.728	9.519	0.012	0.007	-0.001
Si	-5.446	-0.009	9.523	-0.003	-0.002	-0.004
Si	-2.716	2.72	9.521	-0.002	-0.003	0
Si	-5.434	5.444	9.531	-0.003	-0.004	0.002
Si	-2.721	8.16	9.519	0.003	0.005	-0.001
Si	-5.44	-5.438	9.518	0.003	0	0.005
Si	-2.721	-2.719	9.521	0	-0.001	0.002
Si	1.361	-1.359	10.877	0	0.005	0.001
Si	4.078	1.36	10.877	-0.004	0.001	0.003
Si	1.363	4.081	10.881	0.003	-0.002	0.005
Si	4.082	-9.518	10.879	-0.003	-0.002	-0.001
Si	1.361	-6.803	10.883	-0.01	-0.002	0
Si	4.08	-4.081	10.878	0.009	0.005	-0.004
Si	6.798	-1.36	10.879	-0.004	-0.006	0
Si	9.521	1.357	10.885	0.005	0.001	-0.001
Si	6.8	4.083	10.881	0.004	-0.002	0.004
Si	9.522	-9.515	10.879	0.006	-0.004	0
Si	6.807	-6.795	10.878	0.001	0.004	-0.001
Si	9.518	-4.082	10.878	-0.011	0.001	0.001
Si	-4.085	-1.366	10.885	0.002	0.007	-0.002
Si	-1.361	1.361	10.882	0.006	0.005	0
Si	-4.075	4.08	10.884	0.001	0.004	0.002
Si	-1.358	6.8	10.878	-0.002	-0.005	0.002
Si	-4.081	9.519	10.877	0.002	-0.006	0.003
Si	-1.362	-4.081	10.88	0.002	-0.005	0
Si	2.719	0	12.236	-0.004	0	0
Si	5.436	2.723	12.235	0	-0.003	-0.001
Si	2.72	5.446	12.242	0	-0.001	0.002
Si	5.45	-8.16	12.234	0	0	0.002
Si	2.724	-5.442	12.24	0.003	0.002	0.003
Si	5.44	-2.723	12.234	-0.007	0	0.001
Si	8.157	0	12.244	0.001	0	0.001
Si	10.882	2.72	12.242	0	0.002	0
Si	8.167	5.441	12.237	-0.001	0.001	0
Si	10.881	-8.159	12.238	-0.005	-0.002	0.004
Si	8.165	-5.439	12.244	0.013	-0.004	0.006
Si	10.876	-2.728	12.245	0.003	-0.001	0.001
Si	-2.729	0.003	12.239	0	-0.002	-0.002
Si	-0.005	2.724	12.238	-0.006	-0.003	0.003
Si	-2.717	5.444	12.242	0.003	0	-0.001
Si	0.001	8.157	12.243	0	-0.006	0
Si	-2.718	-5.447	12.239	0	0.005	0
Si	-0.003	-2.716	12.232	0.005	0.005	-0.001
Si	1.35	1.357	13.589	0.005	0.001	0.003
Si	4.081	4.086	13.597	-0.006	0.002	0.003
Si	1.363	6.806	13.609	-0.004	-0.002	0.003
Si	4.092	-6.806	13.595	0.006	-0.007	0.006
Si	1.359	-4.073	13.587	-0.007	0.003	0.002
Si	4.081	-1.364	13.588	0.005	-0.002	0.001
Si	6.798	1.372	13.598	-0.007	0.003	0.006
Si	9.525	4.083	13.602	0.003	-0.004	0.002
Si	6.817	-9.514	13.595	0.01	-0.01	0.002
Si	9.53	-6.798	13.6	-0.005	0.001	0.006
Si	6.798	-4.079	13.596	-0.01	0.008	-0.003
Si	9.514	-1.366	13.603	0	0	0.006
Si	-4.083	1.364	13.607	0.005	-0.001	0.003
Si	-1.359	4.087	13.602	-0.003	0	0.007
Si	-4.082	6.801	13.6	-0.001	0.002	0.006
Si	-1.365	9.51	13.605	0.003	0.004	0
Si	-4.08	-4.095	13.599	0.008	-0.011	0.004
Si	-1.371	-1.362	13.591	-0.002	0.003	0.002
Si	-0.016	0	14.947	0	-0.002	0.003
Si	2.703	2.726	14.939	-0.003	-0.002	0.002
Si	-0.007	5.451	14.966	0.005	0.002	0.002
Si	2.739	8.16	14.966	0.001	0	-0.003
Si	0.005	-5.438	14.94	0.005	0.004	0.003
Si	2.719	-2.716	14.949	-0.003	0.002	0.006
Si	5.44	-0.004	14.941	-0.006	0.004	0.002
Si	8.156	2.736	14.963	-0.001	-0.001	-0.002
Si	5.458	5.445	14.948	0	0	0.009
Si	8.178	-8.157	14.961	0.004	-0.002	0.003
Si	5.451	-5.447	14.956	0.008	-0.001	0
Si	8.154	-2.729	14.964	0.002	-0.007	0.006
Si	-5.45	0.001	14.96	-0.004	-0.003	0.005
Si	-2.723	2.732	14.964	0.002	0.005	0.007
Si	-5.434	5.44	14.966	-0.004	-0.001	0
Si	-2.737	8.159	14.972	0.004	-0.009	0.006
Si	-5.424	-5.459	14.972	-0.002	0.002	0.001
Si	-2.723	-2.73	14.951	-0.007	-0.003	-0.001
O	2.654	-0.012	22.141	-0.125	-0.051	0.392
O	-1.792	1.91	-1.231	0.286	-0.223	-0.096
O	7.199	4.036	25.592	0.193	0.329	0.024
O	3.992	-0.927	-2.021	-0.437	0.195	0.157
O	-8.061	2.619	-0.416	0.043	-0.108	-0.313
O	1.223	-4.058	23.239	-0.081	-0.055	-0.363
O	4.103	-7.002	-5.559	-0.209	0.476	-0.089
O	-8.08	-5.35	22.209	0.072	0.088	0.38
O	-0.796	6.411	-1.075	0.157	0.17	-0.25
O	2.789	5.483	22.105	0.018	0.085	0.104
O	-2.751	-0.031	22.154	0.255	-0.219	0.489
O	-5.615	2.615	22.027	-0.106	-0.044	0.384
O	-0.09	0.111	-0.391	-0.016	0.133	-0.295
O	-0.917	1.694	22.894	0.27	0.139	0.068
O	7.865	7.891	-3.363	-0.291	0.278	-0.232
O	-5.468	5.432	-0.425	-0.109	-0.078	-0.499
O	7.001	-0.888	22.951	-0.358	0.103	0.36
O	-0.11	1.908	-4.642	-0.136	0.25	0.443
O	1.683	4.723	25.286	0.146	-0.07	0.214
O	8.071	6.852	-5.821	-0.186	0.36	0.218
O	-6.78	-5.06	25.854	-0.05	0.176	-0.447
O	-2.317	2.726	24.911	0.027	0.213	0.145
O	-1.7	6.596	-6.322	-0.38	-0.223	-0.611
O	6.411	-4.072	-5.165	0.011	0.039	-0.259
O	8.094	0.65	-6.547	-0.079	-0.061	0.441
O	0.194	2.522	25.101	0.121	-0.141	0.348
O	4.217	6.166	-1.404	-0.111	-0.096	-0.044
O	5.415	-2.74	22.125	0.064	-0.131	0.522
O	-3.731	1.518	-5.77	0.39	-0.207	-0.327
O	-6.548	-1.012	-5.528	0.372	0.107	0.046
O	3.272	5.247	-3.765	-0.359	0.193	0.276
O	5.386	-5.431	-0.492	0.032	-0.222	-0.132
O	-8.139	-2.692	-0.504	0.073	-0.05	-0.301
O	0.769	-1.543	23.106	-0.062	0.282	0.3
O	7.17	-6.442	-5.7	0.295	-0.302	0.063
O	6.718	3.114	-3.723	0.575	-0.257	-0.227
O	-5.706	0.784	-7.304	0.093	0.074	-0.203
O	3.761	-4.604	22.913	0.581	-0.201	0.273
O	0.805	3.973	22.943	-0.609	0.186	-0.018
O	2.43	-2.424	-3.514	0.056	-0.257	-0.627
O	4.698	7.251	22.811	0.179	0.522	0.01
O	-6.122	1.06	-1.313	0.068	0.276	-0.224
O	-6.216	-3.709	23.013	0.356	-0.251	0.176
O	3.736	-3.534	-1.424	-0.208	0.136	0.002
O	-7.552	1.093	22.892	-0.123	0.553	0.549
O	-4.415	7.543	25.136	0.328	-0.213	0.596
O	-1.92	8.163	24.831	0.417	0.367	0.233
O	-6.187	7.091	-4.157	0.201	-0.043	0.505
O	-5.412	-7.666	-6.169	0.081	-0.263	-0.324
O	6.52	-0.763	-1.349	0.286	-0.024	-0.345
O	-6.72	3.512	26.225	0.113	-0.358	-0.34
O	7.352	-6.545	25.835	-0.038	-0.085	0.189
O	4.296	7.781	-3.445	0.124	-0.037	-0.114
O	-3.96	-7.225	23.204	-0.498	-0.097	0.101
O	7.795	0.182	25.145	-0.465	0.054	0.037
O	-2.66	8.151	-0.399	-0.11	-0.176	-0.174
O	3.037	6.979	24.754	-0.256	0.381	0.057
O	-6.261	-4.48	-1.123	-0.082	0.414	-0.273
O	-4.318	-6.317	-1.239	0.339	-0.056	-0.268
O	6.341	5.395	-7.158	0.102	-0.302	-0.017
O	-1.902	-7.116	-5.508	0.476	-0.061	-0.276
O	-4.375	-1.842	23.161	0.425	-0.013	0.549
O	5.443	-1.764	-5.929	-0.328	0.378	0.354
O	4.825	1.312	-1.132	0.331	0.397	-0.158
O	-3.663	-0.115	26.332	-0.171	-0.532	0.013
O	0.489	-0.466	-3.544	0.457	0.286	0.042
O	-1.997	-4.875	-3.987	-0.351	0.2	0.113
O	6.837	4.468	-1.449	-0.308	0.357	0.015
O	4.624	1.368	23.108	0.499	-0.342	-0.027
O	0.718	5.783	-3.085	0.711	-0.09	-0.123
O	-5.559	-5.494	-3.386	0.689	0.08	-0.131
O	1.294	-8.003	-3.681	0.393	-0.058	-0.086
O	0.582	1.935	-7.141	0.187	0.371	-0.286
O	-6.844	-1.257	23.671	0.227	-0.121	-0.297
O	-2.996	2.551	-3.494	-0.168	0.381	-0.247
O	-2.038	0.193	-4.224	-0.019	-0.609	0.299
O	-7.532	6.954	-1.11	-0.54	-0.118	-0.361
O	4.151	6.899	-6.552	-0.106	-0.215	0.416
O	6.988	-7.361	-1.217	-0.218	0.037	-0.352
O	2.748	2.729	-0.332	0.004	-0.044	-0.46
O	4.223	4.349	-6.063	0.291	-0.205	-0.467
O	-0.135	-0.319	-6.051	0.012	-0.631	-0.066
O	6.297	3.883	23.096	-0.174	-0.258	0.047
O	2.564	2.506	24.104	-0.125	-0.294	-0.089
O	-3.965	-5.523	-5.68	-0.218	0.466	0.04
O	-6.544	-5.276	-5.767	-0.3	-0.037	-0.596
O	5.153	-5.378	25.429	0.166	0.486	-0.036
O	-6.392	6.027	25.711	-0.694	0.047	0.169
O	-1.407	6.288	23.123	-0.264	-0.543	0.157
O	-0.199	-2.953	-3.365	-0.087	0.387	-0.391
O	0.851	4.319	-1.05	0.277	-0.016	-0.171
O	5.879	1.784	-5.861	-0.201	0.174	-0.433
O	5.262	-8.03	25.197	-0.024	-0.105	0.41
O	-5.327	3.376	-6.792	-0.224	0.059	0.195
O	-3.531	-6.26	25.593	-0.21	-0.024	0.105
O	1.245	-1.819	-1.394	0.152	-0.234	-0.032
O	0.478	-5.456	-3.518	0.182	0.062	-0.598
O	-6.322	7.043	23.264	0.091	0.035	0.33
O	-3.639	7.404	-4.681	-0.016	-0.044	0.55
O	2.728	8.048	-0.369	0.024	-0.104	-0.342
O	-8.147	5.437	22.227	-0.099	0.123	0.53
O	1.952	-6.514	23.123	0.21	-0.383	0.336
O	-1.679	-4.726	-6.583	0.317	0.422	0.23
O	-1.205	-3.324	22.986	-0.231	-0.045	0.409
O	-2.655	-5.323	22.145	0.095	0.222	0.614
O	-1.343	0.259	25.019	0.256	-0.462	-0.362
O	-6.57	-3.194	-4.144	0.384	0.006	0.202
O	-8.046	5.257	-3.656	0.687	-0.303	0.105
O	-3.681	3.733	-1.264	-0.174	-0.104	-0.444
O	-1.112	-4.526	-1.497	0.174	-0.225	-0.066
O	0.101	-8.151	22.176	-0.199	0.143	0.23
O	4.142	2.714	-4.079	-0.214	-0.274	0.156
O	1.106	-6.61	-1.382	-0.279	0.474	-0.242
O	-6.744	-7.663	25.256	-0.143	-0.072	-0.404
O	2.639	-4.904	25.241	-0.415	-0.029	0.267
O	-4.733	1.943	25.1	-0.446	-0.133	-0.291
O	-1.57	5.587	25.67	-0.116	-0.362	-0.2
O	0.451	7.041	24.938	0.184	0.588	0.124
O	5.107	-2.673	-3.491	0.174	-0.124	0.237
O	-4.261	4.408	25.723	0.547	0.336	0.027
O	1.912	3.448	-5.269	0.02	0.02	0.082
O	7.51	-1.813	-4.3	-0.218	0.505	0.112
O	-2.788	-2.746	-0.482	0.248	0.118	-0.128
O	-6.8	-7.005	-1.647	0.044	-0.048	-0.151
O	-5.188	5.969	-6.218	0.167	-0.078	0.15
O	-1.135	7.348	-3.9	-0.285	0.179	0.462
O	8.154	-5.239	-3.628	-0.181	-0.229	0.281
O	-6.744	-0.891	-2.918	-0.49	-0.153	0.349
O	-4.598	-1.072	-1.347	0.145	-0.087	-0.129
O	4.868	3.096	25.122	-0.127	0.095	0.702
O	-0.443	4.177	-6.089	-0.466	-0.151	0.153
O	-3.891	3.918	23.249	0.269	0.434	0.351
O	0.012	-2.91	25.303	0.305	0.164	0.22
O	0.765	6.521	-5.573	0.534	0.209	-0.185
O	-5.611	-2.77	25.392	0.152	0.225	0.285
O	6.354	-6.628	23.347	-0.14	-0.207	0.092
O	5.61	-6.148	-3.608	0.012	-0.011	0.341
O	3.039	-6.215	-3.231	0.21	0.426	0.051
O	5.768	5.618	-3.492	0.178	0.092	-0.22
O	-4.575	0.484	-3.452	0.02	0.144	-0.264
O	-1.366	4.246	-2.434	0.137	0.4	-0.404
O	3.849	0.747	25.607	0.049	-0.527	-0.162
O	5.348	5.683	24.823	0.107	0.091	0.292
O	5.695	0.654	-3.468	0.214	-0.302	-0.218

Results
total energy: -101659.015 eV
total energy less fixed offsets of O -438.25, Si -107.07 eV per atom: -5.815 eV
